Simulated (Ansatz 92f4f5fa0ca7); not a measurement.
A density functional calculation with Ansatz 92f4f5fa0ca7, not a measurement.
Periodic cell of 400 atoms, Si264O136, from a study of silicon, its oxide and their interface. The atomic structure is a simulated model.
Doubt: the cutoff is far below the 930 eV that the study's wrapper takes by default for these files, so forces and energies are approximate.
This geometry differs little from another in the collection (a relaxation step or a small displacement).

Settings: functional PBE; potential files Ansatz PAW; basis plane waves; wave-function cutoff 580 eV; density cutoff ratio 5; exchange-correlation grid ratio 1; k mesh 1 x 1 x 1, Gamma-centred; self-consistency stop 5e-08 eV per atom in the density residual; occupations fixed; spin none; net charge 0.

Cell vectors (angstrom)
a  15.4687  0  0
b  0  12.8259  0
c  0  0  36.0404

Atoms: element, x, y, z (angstrom)
Si  -0.0515  1.1699  33.3876
Si  3.8788  1.1696  33.3952
Si  7.7216  1.1684  33.372
Si  11.5946  1.1684  33.378
Si  1.8945  7.585  33.371
Si  5.8165  7.5832  33.3625
Si  9.6799  7.579  33.3705
Si  13.5443  7.5802  33.3495
Si  1.9336  5.247  33.7735
Si  5.8008  5.247  33.7735
Si  9.6679  5.247  33.7735
Si  13.5351  5.247  33.7735
Si  0  11.6599  33.7735
Si  3.8672  11.6599  33.7735
Si  7.7343  11.6599  33.7735
Si  11.6015  11.6599  33.7735
Si  0  4.664  35.0102
Si  3.8672  4.664  35.0102
Si  7.7343  4.664  35.0102
Si  11.6015  4.664  35.0102
Si  1.9336  11.0769  35.0102
Si  5.8008  11.0769  35.0102
Si  9.6679  11.0769  35.0102
Si  13.5351  11.0769  35.0102
Si  0  2.332  35.4225
Si  3.8672  2.332  35.4225
Si  7.7343  2.332  35.4225
Si  11.6015  2.332  35.4225
Si  1.9336  8.745  35.4225
Si  5.8008  8.745  35.4225
Si  9.6679  8.745  35.4225
Si  13.5351  8.745  35.4225
Si  1.9336  1.749  0.6188
Si  5.8008  1.749  0.6188
Si  9.6679  1.749  0.6188
Si  13.5351  1.749  0.6188
Si  0  8.162  0.6188
Si  3.8672  8.162  0.6188
Si  7.7343  8.162  0.6188
Si  11.6015  8.162  0.6188
Si  0  5.83  1.031
Si  3.8672  5.83  1.031
Si  7.7343  5.83  1.031
Si  11.6015  5.83  1.031
Si  1.9336  12.2429  1.031
Si  5.8008  12.2429  1.031
Si  9.6679  12.2429  1.031
Si  13.5351  12.2429  1.031
Si  1.9336  5.247  2.2678
Si  5.8008  5.247  2.2678
Si  9.6679  5.247  2.2678
Si  13.5351  5.247  2.2678
Si  0  11.6599  2.2678
Si  3.8672  11.6599  2.2678
Si  7.7343  11.6599  2.2678
Si  11.6015  11.6599  2.2678
Si  1.9336  2.915  2.68
Si  5.8008  2.915  2.68
Si  9.6679  2.915  2.68
Si  13.5351  2.915  2.68
Si  0  9.328  2.68
Si  3.8672  9.328  2.68
Si  7.7343  9.328  2.68
Si  11.6015  9.328  2.68
Si  0.261  0.027  27.131
Si  3.3374  0.4806  26.953
Si  7.8995  0.0095  26.8397
Si  11.0805  0.2248  26.7937
Si  2.8909  6.4151  26.9657
Si  5.3374  6.3389  27.1103
Si  10.0368  6.4639  26.6819
Si  13.2442  6.5225  26.6285
Si  2.0729  4.2163  27.258
Si  5.8165  4.0387  27.2567
Si  9.6678  4.1108  26.8487
Si  13.5623  4.1053  26.9938
Si  -0.2253  10.5443  27.2404
Si  3.9123  10.2852  27.0938
Si  7.6549  10.4035  27.1351
Si  11.4458  10.7255  26.9949
Si  0.0281  3.6044  28.3363
Si  3.8988  3.4478  28.5143
Si  7.8331  3.5104  28.3226
Si  11.5814  3.5872  28.2502
Si  1.8579  9.8958  28.2567
Si  5.779  9.8203  28.4552
Si  9.6406  9.9432  28.3406
Si  13.3236  10.007  28.4169
Si  0.0233  1.3024  29.0445
Si  3.7594  1.2201  29.0959
Si  7.728  1.1741  28.8865
Si  11.5311  1.2952  28.842
Si  2.0068  7.6315  28.792
Si  5.7992  7.541  29.0425
Si  9.7182  7.5984  28.7745
Si  13.4887  7.6288  28.7523
Si  1.8714  0.608  30.2908
Si  5.7816  0.56  30.088
Si  9.6526  0.6238  30.1202
Si  13.4688  0.6378  30.0588
Si  0.0023  7.0379  29.9527
Si  3.831  7.0427  30.1996
Si  7.8182  6.9693  30.0681
Si  11.6125  7.0342  30.0632
Si  -0.0143  4.715  30.43
Si  3.8562  4.7049  30.5108
Si  7.7826  4.6388  30.4333
Si  11.5767  4.699  30.3909
Si  1.878  11.069  30.3992
Si  5.7723  11.0535  30.4762
Si  9.6554  11.0977  30.4387
Si  13.4458  11.1263  30.4906
Si  1.9073  4.0958  31.7074
Si  5.8196  4.0878  31.6897
Si  9.6878  4.08  31.6995
Si  13.5128  4.1128  31.6638
Si  -0.0436  10.5031  31.673
Si  3.8166  10.5083  31.6946
Si  7.7287  10.4925  31.6937
Si  11.5531  10.5047  31.7262
Si  1.911  1.7887  32.2723
Si  5.794  1.7525  32.1301
Si  9.662  1.7608  32.1707
Si  13.4973  1.7823  32.1233
Si  -0.0119  8.1677  32.0649
Si  3.8424  8.2014  32.2149
Si  7.7641  8.1574  32.1196
Si  11.6055  8.1723  32.1332
Si  0  2.332  3.9167
Si  3.8672  2.332  3.9167
Si  7.7343  2.332  3.9167
Si  11.6015  2.332  3.9167
Si  1.9336  8.745  3.9167
Si  5.8008  8.745  3.9167
Si  9.6679  8.745  3.9167
Si  13.5351  8.745  3.9167
Si  1.9557  6.4078  4.3202
Si  5.799  6.4095  4.328
Si  9.6556  6.4087  4.3372
Si  13.5031  6.4067  4.3185
Si  0.015  12.826  4.3272
Si  3.9011  12.8277  4.3093
Si  7.7295  12.8248  4.323
Si  11.6126  12.8277  4.3125
Si  -0.0076  5.7816  5.4605
Si  3.8842  5.8245  5.5856
Si  7.7176  5.7933  5.5601
Si  11.5781  5.8173  5.5873
Si  1.9826  12.2469  5.5244
Si  5.808  12.24  5.5839
Si  9.6762  12.2222  5.515
Si  13.5396  12.2711  5.5658
Si  0.0003  3.4762  5.9944
Si  3.8932  3.497  6.0185
Si  7.7424  3.4716  6.0176
Si  11.5897  3.4875  6.0097
Si  1.9982  9.9172  5.9655
Si  5.8393  9.8983  5.9731
Si  9.6822  9.8923  5.9793
Si  13.5441  9.9309  5.9637
Si  1.9465  2.9337  7.2494
Si  5.8265  2.901  7.3019
Si  9.6706  2.8962  7.29
Si  13.5282  2.9623  7.2747
Si  0.0395  9.3172  7.1204
Si  3.9322  9.2922  7.2113
Si  7.7566  9.2455  7.1977
Si  11.6195  9.2998  7.2007
Si  -0.0182  6.9971  7.4343
Si  3.8766  6.9561  7.6731
Si  7.6789  6.9251  7.6262
Si  11.57  6.9832  7.6554
Si  2.0468  13.4172  7.563
Si  5.8117  13.395  7.6615
Si  9.6782  13.3639  7.5602
Si  13.5448  13.4402  7.6339
Si  1.832  6.426  8.7325
Si  5.7856  6.3085  8.9581
Si  9.6009  6.372  8.8709
Si  13.5971  6.5051  8.7736
Si  0.0952  12.7897  8.6665
Si  3.9089  12.8308  8.9428
Si  7.765  12.6708  8.7585
Si  11.5876  12.7584  8.7925
Si  1.8474  4.1285  9.3221
Si  5.8499  3.9818  9.4515
Si  9.6662  4.0805  9.389
Si  13.585  4.1851  9.3382
Si  0.0795  10.5242  9.1348
Si  3.9869  10.4528  9.2679
Si  7.7631  10.3687  9.2653
Si  11.6186  10.4307  9.2612
Si  -0.0509  3.2891  10.5707
Si  3.7795  3.6338  10.5767
Si  7.8417  3.2718  10.6822
Si  11.6662  3.8538  10.6623
Si  2.0096  9.9582  10.3824
Si  5.8765  9.7473  10.5797
Si  9.6832  9.7784  10.529
Si  13.6467  10.1673  10.4634
Si  0.3613  0.9745  10.7416
Si  3.5004  1.308  10.9462
Si  8.1381  0.9501  10.7624
Si  11.3008  0.7856  10.9464
Si  1.5335  7.6645  10.7032
Si  6.012  7.4003  11.0723
Si  9.1973  7.4956  10.9187
Si  13.9196  7.8322  10.7161
O  7.6107  -3.4793  25.8337
O  -0.9694  0.6453  26.2594
O  14.2767  7.3099  25.5677
O  11.9631  0.9269  25.5663
O  -0.0232  7.4805  11.2633
O  7.6339  7.2158  11.4478
O  12.2015  12.6748  11.9583
O  4.4676  13.7633  12.2303
O  7.1017  13.2657  11.9391
O  14.8687  13.0357  11.8593
O  2.5217  6.9324  11.7664
O  5.0682  6.7809  12.3289
O  12.7982  7.2874  11.7547
O  2.2577  10.8913  11.7665
O  17.3898  13.7856  11.3275
O  9.6925  13.4817  11.2847
O  9.7706  10.5035  12.0191
O  3.723  4.5144  12.0067
O  7.9884  3.569  12.3407
O  -0.1468  3.6134  12.1954
O  10.159  6.9951  12.1581
O  11.7782  15.1476  11.2659
O  6.1685  10.5711  12.0002
O  11.7006  4.8663  11.9793
O  9.5073  3.4132  25.309
O  11.6281  6.7289  26.2045
O  -1.9122  15.9141  25.6514
O  6.7757  0.7583  25.881
O  4.1012  11.8826  26.7877
O  4.1083  1.4935  25.9404
O  8.9965  7.0882  25.555
O  9.4689  0.3511  26.3613
O  2.4243  6.5542  25.3496
O  1.9804  3.9356  25.5876
O  11.2851  10.2444  25.3812
O  4.083  9.6319  25.5771
O  6.2989  6.9848  25.9395
O  14.547  -2.8738  25.8267
O  5.9291  3.3266  25.7339
O  17.23  0.3565  26.4808
Si  8.287  -1.3646  22.7069
Si  0.8333  9.7069  20.1068
Si  13.1322  9.5976  19.8755
Si  10.0808  13.5501  14.7711
Si  9.4131  11.7287  17.1219
Si  1.198  6.5483  20.3222
Si  12.0756  5.4287  22.671
Si  3.1306  4.5754  21.7872
Si  10.2468  10.5415  13.567
Si  10.364  14.3564  21.4276
Si  1.2016  14.9271  18.5122
Si  7.5427  7.7974  25.2876
Si  7.9067  9.7011  15.467
Si  13.6668  11.9367  12.1036
Si  11.4616  4.259  17.075
Si  5.895  13.5751  13
Si  2.0646  4.9836  17.9482
Si  1.6056  11.4463  15.8333
Si  3.5902  6.0422  12.5872
Si  9.7981  3.5487  23.6964
Si  5.25  0.3296  20.0332
Si  15.0135  13.0833  22.8875
Si  13.4917  1.4818  25.3196
Si  5.6313  10.6763  13.5369
Si  0.5043  8.8541  14.7562
Si  2.6475  12.0135  18.6006
Si  11.6497  6.4234  12.4878
Si  6.805  7.2296  20.2794
Si  12.1743  8.3902  22.5562
Si  11.0287  4.1658  20.1727
Si  15.4216  1.337  15.8051
Si  5.5984  1.7774  25.3405
Si  -0.9449  8.7252  24.7466
Si  11.8249  9.5554  16.9758
Si  11.0155  10.6773  23.8239
Si  12.7857  2.2834  15.2096
Si  -0.3946  5.1897  22.5251
Si  7.3084  7.1328  17.3498
Si  6.5204  8.8882  22.7725
Si  0.7005  2.6083  21.4201
Si  8.3635  -0.2402  19.9997
Si  16.5134  10.3728  23.2298
Si  5.0167  5.8655  18.4876
Si  5.5829  3.4649  20.1257
Si  2.0914  5.1783  24.5016
Si  8.1472  4.6043  21.3364
Si  4.1526  10.2775  24.0613
Si  5.6727  12.8734  23.0797
Si  8.8803  4.9654  15.8657
Si  11.2294  6.7333  15.4844
Si  1.4974  5.867  14.9526
Si  -0.3084  3.5395  13.8087
Si  2.582  10.4167  13.2887
Si  13.2299  10.126  14.4231
Si  12.545  -0.7816  21.6796
Si  7.8042  2.8523  13.8168
O  7.0653  3.4909  20.8172
O  12.4295  3.0632  16.5914
O  15.9496  2.2848  14.5546
O  16.281  9.9994  15.9085
O  1.3728  8.151  20.008
O  14.0633  -0.1963  21.6372
O  11.9704  5.6891  16.488
O  10.2033  12.1106  14.0071
O  0.7131  1.2278  22.2913
O  14.0237  1.1728  23.8194
O  4.9629  11.7051  23.9855
O  11.5243  6.9377  22.8446
O  6.3313  2.0918  13.8513
O  10.8976  9.3694  22.8509
O  12.0249  5.0538  21.0943
O  2.1757  3.2761  21.5389
O  5.3078  6.739  19.8433
O  11.453  1.5935  14.5864
O  6.6414  8.552  21.1929
O  0.3238  2.3139  19.8652
O  3.4466  5.7855  18.1991
O  10.6173  10.6315  17.1184
O  0.8409  10.1727  21.6487
O  5.4584  1.5309  23.7361
O  4.5769  4.1819  21.1907
O  4.9493  9.1905  23.1313
O  5.6949  12.2623  13.9607
O  11.2123  2.6095  20.5694
O  6.5437  9.8441  14.5879
O  11.2884  8.1921  16.2242
O  9.787  13.1196  16.3274
O  8.9887  13.9688  20.6244
O  2.7175  11.5553  17.0252
O  1.56  9.1636  13.5395
O  13.617  5.448  23.1798
O  2.6265  10.5296  23.5597
O  7.9057  4.0894  14.8897
O  9.1289  -0.6624  18.6458
O  11.7561  9.8725  13.7096
O  9.945  3.9275  16.5447
O  7.4182  10.1783  23.096
O  13.8379  -1.3739  13.6713
O  11.514  4.3947  18.6686
O  11.9976  6.6633  14.0556
O  10.0206  2.1036  22.9347
O  2.5263  5.9204  21.0628
O  12.43  9.2076  18.4501
O  12.7765  8.4771  21.0291
O  0.3304  4.9735  14.2487
O  7.1926  7.7306  23.6973
O  9.2075  9.641  14.4675
O  11.3334  13.0745  21.4515
O  15.7107  11.7755  23.6174
O  13.5634  3.3323  14.1934
O  16.1487  5.3773  23.7259
O  2.3036  11.5973  14.368
O  9.6233  -1.3  23.6477
O  0.2254  14.9338  17.2154
O  2.2126  16.2173  18.3315
O  -1.0701  8.9638  14.2708
O  -2.1059  8.7889  23.6105
O  1.7433  5.1327  16.3761
O  8.1004  10.9949  16.4561
O  7.6414  7.5703  18.9033
O  8.9059  1.688  14.1665
O  5.7244  6.6949  17.2575
O  7.3048  12.7315  22.9982
O  8.575  4.3108  22.8972
O  5.6054  4.3464  18.7341
O  7.7399  8.3246  16.3346
O  12.3062  11.4863  23.2107
O  12.9667  10.2699  16.0305
O  15.9513  9.0076  23.9728
O  0.5873  12.6906  15.9252
O  9.7192  6.1756  15.1345
O  4.9827  12.8299  21.6091
O  2.9294  5.9475  14.1041
O  4.163  12.2513  19.1929
O  9.4676  4.5735  20.3779
O  8.0719  5.7276  17.0433
O  -0.4092  3.6555  21.9814
O  4.142  9.9937  13.5221
O  1.7942  10.8017  19.3319
O  11.1829  4.4177  23.5736
O  0.9608  5.7275  18.9133
O  5.1083  1.9418  19.7702
O  14.7433  9.7344  19.5897
O  13.8233  13.9251  15.6118
O  7.5296  6.0968  21.192
O  -0.0789  6.2657  21.3211
O  12.478  10.9814  20.4465
O  6.7763  -0.0984  19.644
O  1.9486  13.4888  18.6824
O  0.8544  7.3472  15.2493
O  8.6395  -1.4093  21.1137
O  3.2568  4.8692  23.3938

Results
free energy: -245177.266 eV
free energy less fixed offsets of O -568.88, Si -635.61 eV per atom: -8.546 eV

Forces (eV/angstrom), in the order of the atoms: element, x, y, z
Si  0.0003  -0.0024  0.0008
Si  0  0  0.0013
Si  0.002  -0.0021  0.0001
Si  -0.0004  -0.0012  0.0012
Si  -0.0003  -0.0004  0.0012
Si  0.0003  -0.0002  -0.0002
Si  -0.0006  -0.0014  -0.0001
Si  -0.002  -0.0008  -0.0001
Si  -0.0942  0.1115  -0.0075
Si  0.0867  -0.0083  -0.1104
Si  0.0629  0.0008  -0.0813
Si  -0.0739  0.0452  -0.2034
Si  -0.0611  -0.0353  -0.1763
Si  -0.1193  0.0598  -0.0655
Si  -0.0023  -0.039  -0.0936
Si  -0.1054  0.0604  0.1341
Si  0.0254  -0.0469  -0.0444
Si  0.0045  -0.0015  -0.0448
Si  -0.0125  -0.0099  -0.0271
Si  -0.0267  -0.0066  -0.0242
Si  0.0268  0.0107  -0.0207
Si  0.0327  -0.0396  -0.0573
Si  0.0269  0.0244  0.0183
Si  0.017  -0.051  -0.0356
Si  -0.1707  0.0501  0.223
Si  0.103  0.0746  0.2555
Si  -0.0386  0.0187  0.1008
Si  0.0036  0.0362  0.1375
Si  -0.147  0.0179  0.0874
Si  0.0764  -0.0086  0.0364
Si  0.0176  0.0111  0.0616
Si  0.0497  -0.0062  -0.0504
Si  0.0131  -0.0262  -0.0296
Si  -0.0023  0.037  0.0367
Si  0.0079  -0.0066  -0.0047
Si  0.0132  0.0448  0.0448
Si  0.0237  0.0313  0.0245
Si  0.0227  -0.0203  -0.0438
Si  0.0049  0.0165  0.0058
Si  -0.0114  -0.006  -0.0159
Si  -0.0195  0.0372  0.039
Si  -0.0015  -0.0154  -0.024
Si  0.0127  0.0152  0.015
Si  0.022  -0.0199  -0.0171
Si  -0.017  0.0092  0.0251
Si  -0.0214  -0.0127  -0.0216
Si  -0.0253  0.0058  0.0191
Si  -0.0113  0.0051  0.0003
Si  0.1142  -0.0142  -0.1045
Si  -0.0189  -0.0107  -0.0376
Si  -0.0109  0.0025  0.0275
Si  -0.1283  0.0006  -0.1084
Si  -0.0026  -0.0263  -0.012
Si  0.0862  -0.0369  -0.1413
Si  -0.0384  -0.0348  -0.0514
Si  0.0486  -0.0376  -0.1173
Si  -0.0203  0.0455  0.0597
Si  -0.0033  0.0348  0.0459
Si  -0.0053  0.0326  0.0386
Si  -0.0212  0.0013  0.0479
Si  -0.0303  -0.0306  0.012
Si  -0.0188  -0.0179  -0.0053
Si  -0.0129  -0.0155  -0.0074
Si  0.0142  -0.0225  0.0006
Si  0.0016  0.0099  0.0107
Si  0.0049  0.009  -0.0201
Si  0.0005  0.0034  0.0217
Si  0.0012  0.0037  -0.0209
Si  -0.0073  0.0095  -0.008
Si  0.0039  0.0047  0.0066
Si  -0.0065  0.0063  0.0027
Si  0.0063  0.0099  -0.0011
Si  0.0032  -0.0072  -0.0064
Si  0.0005  -0.0069  -0.0047
Si  -0.0002  -0.0041  -0.018
Si  -0.0046  -0.0037  -0.0128
Si  -0.0048  -0.0057  -0.0096
Si  -0.0063  0.0028  -0.0039
Si  0.0071  -0.0007  -0.0082
Si  0.0028  -0.0053  -0.006
Si  0.0059  0.0011  0.007
Si  0.001  -0.0013  0.0018
Si  -0.0059  0.0028  0.0087
Si  0.0015  -0.0002  0.0083
Si  0.0117  -0.0027  0.0043
Si  -0.0046  0.0008  0.0053
Si  -0.0012  0.0012  0.0064
Si  -0.0023  0.0007  0.0028
Si  -0.0036  -0.0102  -0.0119
Si  -0.0008  0.0052  0.0057
Si  -0.0015  -0.0081  -0.0102
Si  0.0031  -0.0008  0.0103
Si  -0.0009  0.0012  0.0034
Si  0.0033  -0.0067  0.003
Si  -0.0011  -0.0074  -0.0018
Si  0.0035  -0.006  -0.0047
Si  0.0003  0  0.0042
Si  0.0072  -0.0072  -0.0017
Si  0.001  -0.0041  -0.0002
Si  0.0024  -0.0047  -0.0037
Si  0  -0.0002  -0.0016
Si  -0.0007  -0.0018  -0.0085
Si  0.0022  -0.0022  -0.0043
Si  -0.0021  0.0005  -0.0014
Si  -0.0006  -0.0022  0.003
Si  -0.0014  -0.0046  0.009
Si  0  -0.0015  0.0004
Si  -0.0016  -0.0021  -0.0004
Si  -0.0024  -0.0032  0.0006
Si  0.0021  0.0026  0.0028
Si  0.0003  0.002  -0.0012
Si  -0.0009  0.0046  0.0022
Si  0.0029  0.0036  -0.0101
Si  0.0008  0.0021  -0.0101
Si  -0.0028  0.0026  -0.007
Si  0.0029  -0.0002  -0.0076
Si  0.0011  -0.001  -0.0048
Si  0  0.0029  -0.0052
Si  -0.0018  0.0004  -0.0079
Si  0.001  0.0014  -0.0058
Si  0.0035  -0.0012  -0.0014
Si  -0.0048  0.0026  0.0011
Si  0.002  -0.0002  0.0006
Si  -0.0014  0.0013  -0.0002
Si  0.0021  0.0016  -0.0038
Si  -0.0001  0.0007  0.0035
Si  -0.0003  0.0002  -0.0012
Si  0.0018  -0.0014  0.0012
Si  0.0005  -0.0851  0.0626
Si  0.1063  0.0714  0.1975
Si  0.0089  -0.0351  0.1853
Si  -0.0252  0.0405  0.1412
Si  0.117  -0.0312  -0.0678
Si  0.0799  -0.0502  -0.0849
Si  0.0032  -0.0898  -0.0324
Si  -0.0219  0.0305  -0.043
Si  0  -0.0009  -0.0027
Si  -0.0002  0.0013  -0.001
Si  -0.0005  0.0011  -0.0008
Si  0.0025  0.0018  -0.0018
Si  0.0016  0.0026  -0.0003
Si  -0.0009  0.0006  -0.0012
Si  -0.0021  0.0033  0
Si  -0.0009  0.0006  0.0007
Si  0.0004  0.0029  0.0005
Si  -0.0002  -0.0008  0.0011
Si  0.0004  -0.0009  0.0005
Si  -0.0026  -0.0011  -0.0013
Si  0.0013  0.0009  0.0007
Si  0.0001  0.001  0.0021
Si  0.0056  -0.0012  0.0007
Si  -0.0026  -0.0035  -0.0007
Si  0.0008  -0.0038  0.0059
Si  -0.0002  0.0004  0.0063
Si  0.0006  -0.0014  0.0053
Si  0.0008  -0.0016  0.0053
Si  -0.003  -0.0011  0.0061
Si  -0.0003  0.0016  0.0066
Si  -0.0012  -0.0017  0.0042
Si  0.0003  0  0.0054
Si  0.0018  -0.0004  0.0013
Si  -0.0005  0.0004  0.0015
Si  -0.0043  0.0035  0.0008
Si  0.0009  0.0014  -0.0009
Si  0.0024  -0.0024  -0.004
Si  0.0002  -0.0043  -0.0025
Si  0.0018  -0.0033  0.0009
Si  -0.0001  0.0015  -0.0037
Si  -0.0005  0.0046  -0.0036
Si  0.0014  0.003  0.001
Si  -0.0011  0.0037  0.0017
Si  -0.0038  0.0031  0.005
Si  0.001  0.0029  -0.0049
Si  0.0021  -0.0003  -0.0036
Si  -0.0092  0.0026  -0.0025
Si  -0.0038  0.0005  0.0037
Si  0.0042  0.0019  0.0001
Si  -0.0008  0.0064  0.0033
Si  0.0004  0.0022  -0.0091
Si  0.0032  0.0052  0.0017
Si  0.0014  -0.0012  0.0028
Si  -0.0028  0.0083  0.0061
Si  0.0023  0.0083  0.0064
Si  0.0136  -0.0085  -0.0324
Si  -0.0061  0.0022  -0.0059
Si  0.0023  -0.0017  -0.005
Si  0.0137  -0.0047  0.0011
Si  -0.004  -0.0019  -0.0035
Si  -0.0044  0.001  -0.0055
Si  -0.0004  -0.0025  -0.0027
Si  0.001  -0.0019  -0.0084
Si  0.002  -0.007  -0.0016
Si  0.0063  0.0014  0.0044
Si  0.0026  0.0035  0.0059
Si  -0.0035  0.0056  0.0049
Si  -0.0088  0.0038  -0.0071
Si  -0.0012  0.009  0.0093
Si  0.0019  0.0027  0.0069
Si  0.0041  0.009  0.0063
Si  0.0016  0.0051  0.007
Si  -0.005  -0.0065  0.0026
Si  0.005  -0.0079  0.0018
Si  -0.0068  -0.0092  -0.0059
Si  -0.0102  0.0037  0.0377
Si  0.0022  -0.0113  0.0081
Si  -0.005  -0.0114  -0.0027
Si  0.0031  -0.008  0.0111
Si  -0.0151  -0.0034  0.0035
O  -0.0025  -0.0003  0.0003
O  -0.0055  0.0025  -0.0007
O  -0.0051  -0.0079  0.0099
O  -0.0036  -0.0031  0.0068
O  0.0097  -0.0023  -0.0024
O  0.0031  0.0028  -0.0028
O  -0.001  0.0024  -0.0025
O  -0.0021  0.0007  -0.0053
O  0.0018  0.0027  -0.0042
O  -0.0044  -0.0001  0.0017
O  -0.0013  0.001  -0.0065
O  0.0054  0.0039  -0.0063
O  0.0037  0.0043  -0.0073
O  0.0014  -0.0054  -0.0038
O  0.0012  0.0015  -0.0048
O  0.0048  -0.0007  -0.0031
O  -0.0014  -0.0016  -0.0069
O  0.0004  -0.0045  -0.0046
O  0.0005  -0.0015  -0.004
O  -0.0013  -0.0026  -0.0058
O  -0.0041  0.0024  -0.0032
O  0.0008  0.004  -0.0022
O  0  -0.0029  -0.0057
O  0.0015  -0.0077  -0.0031
O  0.0019  0.0051  0.0104
O  0.0025  -0.0026  -0.0014
O  0.002  0.0089  0.0081
O  -0.001  0.0025  -0.0061
O  0  -0.0035  0.006
O  0.0013  0.0011  0.0047
O  0.0009  -0.0023  0.0018
O  0.0008  -0.0011  0.0003
O  0.0028  -0.0006  0.0067
O  -0.0009  -0.0019  0.0056
O  0.0012  0.0018  0.009
O  0.0025  -0.0065  0.0007
O  0.0024  0.0015  -0.0026
O  -0.001  -0.0002  0.0046
O  0.0004  0.0024  -0.0001
O  -0.005  -0.002  0.0053
Si  -0.0006  0.0017  -0.0044
Si  0.0008  -0.001  -0.0034
Si  0.0004  0.0001  -0.0024
Si  0.0003  -0.001  0.0058
Si  0.0002  -0.0001  0.0028
Si  0.0006  -0.0004  -0.0028
Si  0.0004  -0.0022  -0.0047
Si  0.0003  0.0001  -0.0043
Si  -0.0003  -0.0019  0.0083
Si  0.0002  -0.003  -0.0046
Si  0.0011  0.0001  0.001
Si  -0.0014  -0.0022  -0.0057
Si  0.0018  0.0006  0.0045
Si  0.0068  -0.0165  0.004
Si  -0.0001  0.0023  0.0037
Si  0.0019  -0.0018  0.0053
Si  0.0006  -0.0007  0.0016
Si  0.0002  -0.0015  0.0034
Si  -0.0049  0.0019  0.006
Si  0.0017  0.0021  -0.0034
Si  0.0006  0.0002  -0.0035
Si  -0.0003  -0.0007  -0.0023
Si  0.0047  -0.0069  -0.0048
Si  -0.0011  0.001  0.0083
Si  0.0002  -0.0008  0.0067
Si  -0.0002  -0.0011  0.0008
Si  0.0027  0.0033  0.0036
Si  -0.001  -0.0012  -0.0034
Si  0.0024  0.0002  -0.0038
Si  0.0023  0.001  -0.0047
Si  0.0009  0.0007  0.006
Si  -0.0029  -0.0022  -0.0041
Si  0.0015  0.0027  -0.0065
Si  0.0001  -0.002  0.0019
Si  -0.0001  0.0033  -0.0062
Si  -0.0003  -0.0014  0.0055
Si  0.0016  0.001  -0.0041
Si  0.0001  -0.0006  0.0017
Si  0.0001  -0.0009  -0.0027
Si  0.0011  -0.0005  -0.0053
Si  0.0008  -0.0006  -0.0029
Si  -0.002  -0.0006  -0.003
Si  -0.0004  -0.0003  0.0003
Si  0.0006  -0.0009  -0.0023
Si  0.0004  0.0001  -0.0052
Si  -0.0004  -0.0021  -0.0042
Si  0.0004  0.0025  -0.0039
Si  0.0021  0.0017  -0.0032
Si  0.0003  0.0001  0.005
Si  0.001  0.0007  0.0035
Si  0.0008  0.0022  0.0067
Si  0.0023  0.0002  0.0065
Si  -0.0014  -0.0009  0.0034
Si  0.0007  -0.0027  0.0016
Si  0.0001  -0.0005  -0.0035
Si  -0.0023  -0.0021  0.0069
O  0.0006  0.0004  0.002
O  0.0014  -0.0019  -0.0021
O  -0.0009  -0.0012  -0.0023
O  0.001  0.0001  -0.0029
O  0.0004  -0.0003  0.0011
O  -0.0003  -0.001  0.0005
O  -0.0002  -0.0037  -0.0015
O  0.0005  -0.0003  -0.0037
O  0.0016  0.0001  0.0018
O  -0.0008  0.0018  0.0021
O  -0.0012  -0.0023  0.0039
O  0.0013  0.0007  0.0022
O  0.0017  0.0016  -0.0025
O  0.0012  -0.0029  0.0017
O  -0.0019  -0.0032  0.0011
O  0  -0.0007  0.002
O  0.0015  -0.0003  0.0011
O  0.0011  0.0002  -0.0023
O  0.0006  -0.0008  0.0003
O  0.0005  -0.0005  0
O  0.0007  -0.0004  -0.001
O  -0.0001  -0.0001  -0.0018
O  0.0004  -0.0004  -0.001
O  0.0007  0.0003  0.0008
O  0.0014  -0.0009  0.0013
O  0.0017  -0.0019  0.001
O  -0.0005  -0.0009  -0.0032
O  0.0011  0.0016  -0.0008
O  0.0012  -0.0011  -0.0018
O  0.0007  0.0014  -0.0011
O  0.0002  -0.0008  -0.0018
O  0.0001  -0.0005  0.0014
O  -0.0001  -0.0001  -0.0019
O  0.002  0.0001  -0.0048
O  -0.0003  -0.0007  0.0023
O  0.0028  0.0003  0.0034
O  0.0003  -0.0001  -0.0029
O  0.0002  -0.0008  -0.0001
O  0.0002  -0.0003  -0.0037
O  0.0014  0  -0.0019
O  -0.0003  -0.0002  0.0018
O  0  0.0066  -0.0052
O  -0.0004  -0.0008  0.0023
O  0.0003  0.0009  0.0031
O  0.0007  0.0015  0.0032
O  0.0004  -0.0004  0.0015
O  0.001  -0.0002  0.0002
O  0  -0.001  0.0014
O  0.0007  -0.0008  -0.0029
O  -0.0002  0.0008  0.0032
O  -0.0011  0.0004  -0.0041
O  0.0007  0.0001  0.0016
O  -0.0006  0.0011  0.0025
O  -0.0003  -0.0004  -0.003
O  -0.0007  -0.0004  0.0008
O  0.001  -0.0004  -0.0011
O  0.0002  -0.0004  0.003
O  -0.0002  -0.0014  -0.0028
O  0.0002  -0.0006  -0.0002
O  -0.0011  0.0011  -0.0028
O  -0.002  -0.0012  0.0001
O  -0.0003  0.0003  -0.0034
O  0.0008  -0.0006  -0.0025
O  0.0003  -0.0002  -0.0005
O  0.0005  0  -0.0036
O  0.0016  0.0005  -0.0025
O  0.0004  -0.0017  0.002
O  0.0027  -0.0009  0.0031
O  0.0008  -0.0007  -0.0001
O  -0.0006  -0.0021  -0.0006
O  0.0007  -0.0004  0.001
O  0.0007  0.0003  -0.0016
O  -0.0002  -0.0003  0.0031
O  0.0003  -0.0008  -0.0026
O  -0.0002  -0.0016  -0.003
O  -0.0002  -0.001  0.0013
O  -0.0015  -0.0004  -0.0017
O  0.0003  -0.0003  0.0002
O  0.0019  -0.0003  0.0009
O  0.0003  0.0002  -0.0018
O  0.0003  -0.0009  0.0026
O  0.0001  0.001  -0.0067
O  0.0012  0.0002  -0.0002
O  -0.002  -0.0015  0.0027
O  0.0002  -0.0008  -0.0002
O  0.0011  -0.001  0.001
O  0  -0.0002  0.0003
O  0.0004  0.0002  -0.0032
O  0  0.0012  0.0019
O  0.0005  -0.0007  0.0017
O  0.0006  -0.0008  0.001
O  0  -0.0005  0.0005
O  0.0003  -0.0009  -0.0003
O  0.0012  -0.0036  -0.0042
O  0.0013  -0.0002  0.0005
O  0.0004  -0.0005  0.0017

The program warned: the cutoff lies below the one the program advises for these potential files; the exchange-correlation potential is rough where the density is thin.
